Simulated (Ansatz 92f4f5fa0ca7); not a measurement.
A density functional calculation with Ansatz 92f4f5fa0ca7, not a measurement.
Periodic cell of 186 atoms, Si104O82, from a study of silicon, its oxide and their interface. The atomic structure is a simulated model.

Settings: functional r2SCAN; potential files Ansatz norm-conserving; basis plane waves; wave-function cutoff 1300 eV; density cutoff ratio 4; exchange-correlation grid ratio 1; k mesh 2 x 2 x 1, shifted by 0.5 0.5 0.5 of a step; self-consistency stop 5e-08 eV per atom in the density residual; occupations Fermi-Dirac, 0.05 eV; spin none; net charge 0.

Cell vectors (angstrom)
a  11.5403  0  0
b  0  11.5403  0
c  0.6368  3.3177  24.7482

Atoms: element, x, y, z (angstrom)
Si  -0.0793  1.0018  -0.0013
Si  -0.1559  6.4671  0.1498
Si  -0.217  9.5256  0.747
Si  3.7844  0.9051  0.2254
Si  3.6422  6.3475  0.6558
Si  3.5711  9.493  1.1003
Si  7.4762  1.567  0.5422
Si  7.3057  4.6837  -0.1129
Si  7.351  9.9717  0.5023
Si  1.7642  1.6415  1.3985
Si  1.611  5.7645  1.6264
Si  1.5786  9.4984  2.1777
Si  5.5117  1.657  1.7595
Si  5.6523  5.5693  1.5599
Si  5.6385  9.5161  2.0577
Si  9.5823  1.6918  1.5271
Si  9.3358  5.6215  1.1826
Si  9.2804  9.4784  1.8055
Si  1.6653  3.6928  2.8127
Si  1.6253  7.4538  3.232
Si  1.6517  11.5551  3.1388
Si  5.4852  3.7202  2.9816
Si  5.6955  7.4222  3.0903
Si  5.5682  11.4454  3.273
Si  9.5201  3.7814  2.7703
Si  9.3022  7.3938  2.9301
Si  9.4346  11.432  3.0514
Si  -0.2072  3.7396  4.3076
Si  -0.3597  7.4524  4.4633
Si  -0.2655  11.4333  4.481
Si  3.5369  3.7946  4.3117
Si  3.6583  7.4741  4.4227
Si  3.5651  11.4314  4.4621
Si  7.5548  3.7577  4.2445
Si  7.5616  7.4272  4.4825
Si  7.5725  11.4728  4.4546
Si  -0.3146  1.8505  5.7514
Si  -0.2051  5.5591  5.9076
Si  -0.3242  9.4401  5.7533
Si  3.5811  1.8696  5.631
Si  3.5874  5.6321  5.8828
Si  3.562  9.4456  5.6799
Si  7.5636  1.9019  5.6728
Si  7.5463  5.5435  5.8979
Si  7.5491  9.4655  5.6503
Si  1.6765  1.837  6.9818
Si  1.7003  5.6295  7.3854
Si  1.6314  9.3665  7.0692
Si  5.5567  1.9033  6.8624
Si  5.5464  5.6948  7.2162
Si  5.572  9.5766  6.8678
Si  9.3531  1.857  7.2074
Si  9.474  5.508  7.367
Si  9.3279  9.4262  7.1677
Si  1.7599  3.5176  8.5734
Si  1.617  7.674  8.7777
Si  1.598  11.3924  8.1743
Si  5.5585  3.6195  8.3862
Si  5.5686  7.8729  8.3755
Si  5.506  11.5182  8.1083
Si  9.4631  3.6105  8.8399
Si  9.4446  7.5493  8.6144
Si  9.2009  11.368  8.4667
Si  -0.0185  2.8779  9.991
Si  -0.3957  8.2956  10.1774
Si  -0.2802  11.374  9.5556
Si  3.7621  2.977  9.7856
Si  3.6844  8.3415  9.7531
Si  3.5837  11.432  9.3926
Si  7.3301  3.25  9.872
Si  7.4735  7.8612  9.8238
Si  7.1393  11.6833  9.7647
Si  3.4411  8.3526  18.1731
Si  2.1757  4.7034  15.0672
Si  5.4339  4.2139  12.0563
Si  6.4787  2.6424  14.4205
Si  3.9132  6.86  15.7449
Si  9.5715  3.3555  14.4191
Si  4.926  9.549  16.1759
Si  2.3436  10.6532  16.8532
Si  7.0093  11.9631  22.6436
Si  -0.1521  9.6182  19.6611
Si  5.4727  7.1063  11.7815
Si  0.1846  0.7142  18.0303
Si  13.3622  9.3764  22.1072
Si  12.0409  4.3049  12.7652
Si  8.9127  8.1325  19.7534
Si  -0.1791  7.1784  13.1017
Si  6.9693  9.679  12.0153
Si  10.7681  5.654  15.6669
Si  4.5368  10.2529  22.5686
Si  0.0653  9.567  14.9549
Si  4.7985  4.1972  16.5191
Si  10.0856  11.9634  15.3474
Si  7.1969  11.1406  14.7339
Si  8.6594  5.1  19.8555
Si  10.3744  8.1019  17.3512
Si  10.7369  14.5733  19.7627
Si  4.2824  4.5096  21.8426
Si  2.8732  6.8971  20.945
Si  7.0352  9.2401  21.7345
Si  8.0987  2.5967  20.7367
Si  12.8479  4.5187  21.6794
Si  6.1063  15.4638  19.3241
O  3.284  7.6704  19.5992
O  3.4983  7.999  0.38
O  1.5739  5.901  20.8212
O  7.4048  11.5375  -0.1481
O  2.9931  10.5375  22.1057
O  12.2686  4.8642  23.1735
O  14.3331  3.8089  21.7824
O  11.7913  15.1258  20.8721
O  11.5791  13.7447  18.6504
O  4.7939  4.5639  23.3837
O  -0.178  11.1588  19.1676
O  1.6838  12.036  17.4035
O  3.5806  -0.7482  0.0619
O  5.3999  11.6479  22.7376
O  7.6783  10.7399  21.8108
O  7.3623  3.0164  -0.3458
O  7.7057  12.1311  24.0978
O  9.6012  13.5639  20.4143
O  -0.7838  7.6385  11.6568
O  -0.2287  9.94  10.4364
O  2.4875  9.6695  18.1411
O  10.5042  3.9513  13.2289
O  13.2364  3.7958  13.783
O  5.8993  3.2272  15.8245
O  4.1227  3.8735  11.1403
O  -0.1512  1.2603  10.4483
O  2.9341  6.1123  14.6754
O  5.9111  8.5254  12.4865
O  3.6036  9.9718  10.248
O  4.0279  7.3965  11.0777
O  5.3166  5.7407  12.6521
O  6.8325  4.0441  11.2303
O  4.9304  8.8997  17.7003
O  7.5693  10.3441  13.3668
O  3.2389  3.8951  16.0374
O  7.3614  13.207  10.3563
O  11.5348  8.5765  18.397
O  8.945  8.3033  18.124
O  10.1658  1.8833  14.6895
O  0.5843  3.6637  11.3016
O  7.185  5.1714  19.111
O  1.4127  9.9407  15.7434
O  9.7538  4.3753  15.6821
O  4.4508  9.2312  23.8311
O  -1.0451  8.95  15.9832
O  8.0224  8.9512  10.9844
O  -1.0972  6.5516  14.3194
O  6.4651  10.9135  11.0777
O  5.4607  3.1624  13.2866
O  6.3135  10.192  15.7028
O  7.1148  2.6161  19.4052
O  0.4663  8.5257  13.7705
O  7.9832  3.2104  14.1224
O  10.659  12.0442  16.8455
O  7.4848  8.4925  20.382
O  3.8148  10.7636  16.1534
O  5.4213  9.3623  21.5188
O  1.0321  9.4935  20.7175
O  5.019  3.9303  18.1178
O  4.5403  8.2675  15.2002
O  10.9338  10.9427  14.3971
O  9.2142  6.5813  20.1624
O  12.3057  5.9171  12.6917
O  3.6555  12.89  10.2606
O  6.4517  12.5581  14.4435
O  -1.5369  9.1586  20.3965
O  7.3261  1.797  21.8755
O  6.7005  6.7184  10.7588
O  8.3456  4.1737  21.1866
O  6.874  5.1884  -1.6296
O  10.4969  6.5319  16.9949
O  -0.1415  8.12  -0.1236
O  0.1563  6.0009  -1.4007
O  5.0687  5.7762  16.1737
O  5.3007  3.8695  20.7471
O  8.5659  11.4593  15.5142
O  2.5747  7.9477  22.1221
O  12.306  5.1209  15.7804
O  9.8809  4.2773  19.1034
O  -0.112  -0.662  -0.215
O  3.0062  7.234  17.0608
O  4.1686  6.0546  21.3765

Results
free energy: -50298.061 eV
free energy less fixed offsets of O -463.61, Si -117.95 eV per atom: -15.241 eV
pressure: -2.08 GPa
stress xx, yy, zz, yz, xz, xy (GPa, positive in tension): 1.51, 3.16, 1.56, 0.21, -0.12, 0.85

Forces (eV/angstrom), in the order of the atoms: element, x, y, z
Si  -0.0342  -0.2429  -0.5742
Si  0.2614  0.3733  -0.8923
Si  0.0208  -0.1231  -0.84
Si  0.1349  -0.4219  -0.8385
Si  -0.0949  0.6013  -1.0589
Si  -0.0625  -0.3194  -1.2027
Si  0.0548  -0.0906  -0.4099
Si  -0.3894  0.1132  -0.5408
Si  -0.1242  0.0681  -0.5588
Si  0.0265  -0.0017  -0.1392
Si  -0.2019  0.0021  -0.0859
Si  -0.1223  -0.0041  -0.0007
Si  -0.1729  -0.0251  -0.2191
Si  0.03  -0.1574  -0.0739
Si  0.2799  0.1127  -0.1425
Si  0.1218  -0.104  -0.2656
Si  0.0882  -0.1752  -0.0379
Si  -0.103  0.1318  -0.1782
Si  0.0398  -0.004  -0.1273
Si  0.0185  -0.0273  0.4714
Si  -0.0175  0.0972  0.3139
Si  0.0235  -0.06  0.1937
Si  0.0921  -0.2065  0.292
Si  -0.0256  0.0054  0.4131
Si  -0.0823  -0.0872  -0.082
Si  -0.0265  -0.0443  -0.2083
Si  -0.0319  0.1094  0.1027
Si  -0.113  -0.073  0.0732
Si  0.0772  -0.1488  0.0635
Si  -0.0235  0.1672  0.0376
Si  0.0988  -0.0738  -0.0465
Si  -0.0255  -0.1056  -0.1583
Si  -0.0007  0.1339  -0.1975
Si  -0.0568  0.0317  -0.1733
Si  -0.1214  0.0538  0.0429
Si  0.089  0.0847  -0.104
Si  0.0037  0.0719  -0.0286
Si  0.0043  0.0802  -0.1679
Si  0.1373  -0.1054  0.0182
Si  -0.0997  0.0422  0.1591
Si  0.0164  0.0187  -0.0263
Si  0.0042  -0.0317  0.201
Si  0.0257  -0.0572  0.1708
Si  -0.011  0.0627  -0.0344
Si  0.0178  -0.0861  0.093
Si  0.1085  0.0355  -0.3162
Si  -0.0533  0.0449  0.1233
Si  -0.0447  -0.2883  -0.1732
Si  0.0491  0.2674  -0.3845
Si  0.0821  -0.0373  0.1711
Si  -0.0119  -0.0515  -0.3833
Si  -0.1239  -0.0233  0.1037
Si  -0.0274  -0.0639  0.06
Si  -0.0798  0.0333  -0.14
Si  0.0839  -0.1044  0.1821
Si  -0.0768  0.1962  0.1394
Si  0.0934  0.0819  0.2567
Si  0.0204  -0.0142  0.1413
Si  0.0135  0.0047  0.0504
Si  0.0347  -0.1169  0.2747
Si  -0.0302  -0.2125  0.3055
Si  0.0293  0.2294  0.1979
Si  -0.1433  0.0853  0.3874
Si  0.082  -0.1362  0.2693
Si  0.1035  0.0383  0.0958
Si  -0.0053  0.0302  0.7046
Si  -0.0176  -0.1805  0.6495
Si  0.0407  0.3054  0.6688
Si  -0.2282  0.0987  0.7705
Si  -0.0954  -0.0682  0.4466
Si  0.03  -0.4578  0.4206
Si  0.0058  0.4195  0.2656
Si  -0.0819  -0.2109  0.2821
Si  -0.0847  0.0077  0.0927
Si  0.0226  -0.2698  0.1492
Si  0.0749  -0.0495  0.259
Si  0.0172  0.064  -0.0218
Si  -0.1373  -0.1053  0.4026
Si  0.225  -0.0253  -0.0732
Si  -0.046  0.0837  -0.036
Si  -0.0743  0.0915  -0.4191
Si  -0.053  0.0184  -0.0198
Si  -0.0136  -0.0697  0.0317
Si  -0.1661  0.1524  0.0771
Si  0.2798  -0.0626  -0.2093
Si  0.0022  -0.0967  0.2112
Si  -0.1774  -0.1294  0.0514
Si  0.1025  0.0003  0.3113
Si  0.2009  0.2517  0.2816
Si  -0.1625  -0.141  0.4051
Si  -0.189  -0.0227  -0.3868
Si  -0.0765  0.0923  -0.0334
Si  0.1214  -0.113  0.2077
Si  -0.0839  0.013  0.0669
Si  0.0879  0.2192  0.2693
Si  0.0645  0.1279  -0.0432
Si  -0.1097  -0.2058  0.0045
Si  -0.0481  -0.0248  -0.0353
Si  -0.0595  0.1246  -0.335
Si  0.0454  0.0248  0.0225
Si  -0.0647  -0.0834  -0.3046
Si  0.0635  -0.0974  -0.1007
Si  0.0927  -0.0751  -0.4845
Si  0.0937  -0.0608  -0.1665
O  -0.0163  0.0235  -0.0277
O  0.2329  -0.2928  0.4966
O  0.1549  -0.1338  0.2841
O  -0.0448  -0.0137  0.5861
O  0.102  -0.3252  0.2756
O  -0.0853  -0.1986  0.6479
O  -0.0624  0.2995  0.1518
O  0.0539  0.1738  0.1385
O  -0.0583  -0.1266  0.0554
O  -0.1756  -0.0419  0.6784
O  0.1202  -0.1665  -0.1597
O  -0.0801  -0.2917  -0.0405
O  0.152  0.394  0.5664
O  0.1855  -0.2157  0.1379
O  -0.2466  -0.0944  0.3132
O  0.1117  0.3107  0.6202
O  0.0906  0.3834  0.1661
O  -0.1127  0.3748  -0.0469
O  0.1604  0.1982  -0.3136
O  -0.1656  -0.1751  -0.4075
O  0.1496  -0.0377  -0.2732
O  0.3012  0.1469  -0.0143
O  -0.2052  0.2958  -0.1289
O  -0.1016  0.0668  -0.2556
O  0.0222  -0.2155  -0.1124
O  -0.0294  0.2958  -0.674
O  0.032  -0.2134  0.2521
O  -0.0123  -0.1201  -0.2839
O  0.1611  -0.3367  -0.6985
O  0.202  0.3022  -0.2178
O  0.0378  0.0297  -0.1975
O  -0.0329  -0.1037  -0.1883
O  -0.4265  0.09  -0.3305
O  -0.2119  -0.1643  -0.2833
O  0.0693  0.2545  -0.1774
O  -0.1027  0.0412  -0.491
O  -0.2168  0.1909  0.0874
O  0.3587  -0.0213  0.2426
O  -0.0869  0.0925  0.0116
O  -0.1181  -0.1692  -0.0661
O  0.0625  -0.2788  0.2142
O  -0.0894  0.0317  0.0744
O  0.2648  0.059  -0.4066
O  0.0433  0.1295  0.3097
O  0.2367  0.0291  -0.059
O  -0.3379  -0.2578  -0.2886
O  0.2566  0.0628  -0.1603
O  0.235  -0.1644  -0.2647
O  0.032  0.3179  -0.3403
O  -0.0693  0.0188  -0.1522
O  0.0504  0.3229  0.3656
O  -0.2253  -0.174  0.0134
O  -0.0507  -0.093  -0.0123
O  0.1808  -0.0519  -0.1153
O  0.1514  0.0945  0.274
O  -0.072  -0.3284  0.2139
O  0.1702  0.2432  0.4217
O  0.0211  -0.0199  0.1568
O  0.1094  0.1009  -0.0233
O  -0.0564  0.0066  0.3078
O  0.0094  -0.1626  0.2948
O  -0.0668  0.0851  -0.1604
O  -0.1784  -0.013  0.05
O  0.0772  0.1627  -0.6727
O  0.1759  -0.047  -0.0497
O  0.1023  -0.127  -0.2804
O  -0.0574  -0.1419  0.1403
O  0.0426  0.4293  -0.089
O  -0.0066  -0.1841  -0.345
O  0.1612  -0.0161  0.3504
O  0.0932  0.167  -0.2941
O  -0.1377  -0.4464  0.5628
O  -0.0762  0.055  0.4677
O  -0.3126  -0.06  -0.0828
O  -0.0865  0.1036  0.1883
O  -0.0104  0.0071  -0.2437
O  -0.1038  0.0676  -0.108
O  0.036  0.0227  -0.239
O  -0.1152  -0.1012  0.2767
O  -0.0812  0.5165  0.4583
O  0.277  0.1706  -0.1312
O  -0.194  -0.1787  0.07
